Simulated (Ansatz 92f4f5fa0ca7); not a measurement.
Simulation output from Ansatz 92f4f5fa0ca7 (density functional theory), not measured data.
Periodic cell of 256 atoms, Si134O86H32N4, with a vacuum gap, from a study of silicon, its oxide and their interface. The atomic structure is a simulated model.

Settings: functional r2SCAN; potential files Ansatz PAW; basis plane waves; wave-function cutoff 800 eV; density cutoff ratio 5; exchange-correlation grid ratio 1; k mesh 1 x 1 x 1, shifted by 0.5 0.5 0 of a step; self-consistency stop 1e-11 eV per atom in the density residual; occupations fixed; spin none; net charge 0; applied field sawtooth along c, amplitude -0.015 V/angstrom in the program's sign convention, ramp centred at 0.9887 of c and 0.0226 of c wide, no dipole correction.

Cell vectors (angstrom)
a, 10.88, 0, 0
b, 0, 10.88, 0
c, 0, 0, 44.3136

Atoms: element, x, y, z (angstrom)
Si, -0.4035, 0.0361, 30.6418
Si, 2.2593, 2.6809, 30.3939
Si, 0.2826, 5.1186, 30.6466
Si, 2.9539, 7.8531, 30.7876
Si, 6.0891, -0.4285, 30.3092
Si, 8.6573, 2.6126, 30.7345
Si, 5.1265, 5.6476, 30.8442
Si, 7.888, 7.9566, 30.91
Si, 1.267, 1.191, 31.9078
Si, 3.9977, 3.8254, 31.7479
Si, 1.3681, 6.7062, 32.0135
Si, 4.2429, 9.5548, 31.7474
Si, 6.9515, 1.2964, 31.7545
Si, 9.7218, 4.0365, 32.1925
Si, 6.6265, 6.6776, 32.3143
Si, 9.4136, 9.3671, 32.0269
Si, 0.1206, 2.5981, 33.4583
Si, 2.8099, -0.0519, 33.171
Si, 0.0198, 8.1033, 33.3231
Si, 2.7388, 5.2652, 33.2778
Si, 5.4873, 2.6074, 33.1283
Si, 8.152, -0.0338, 33.3386
Si, 5.3614, 8.2386, 33.4257
Si, 8.207, 5.3627, 33.4185
Si, 1.4416, 4.011, 34.7541
Si, 4.1303, 1.3256, 34.579
Si, 1.4329, 9.4841, 34.5959
Si, 4.0301, 6.7499, 34.6532
Si, 6.8011, 3.9671, 34.6262
Si, 9.5408, 1.2888, 34.7185
Si, 6.7846, 9.5463, 34.7355
Si, 9.5484, 6.7824, 34.7173
Si, 0.0779, -0.0525, 36.0148
Si, 2.8354, 2.6801, 36.0371
Si, 0.0402, 5.413, 36.0487
Si, 2.705, 8.1249, 36.0273
Si, 5.4341, 0.0248, 36.0555
Si, 8.1731, 2.6804, 36.0372
Si, 5.4813, 5.4249, 35.9645
Si, 8.1848, 8.1706, 36.0363
Si, 1.4257, 1.3447, 37.3653
Si, 4.1483, 4.1002, 37.3713
Si, 1.3571, 6.8078, 37.4121
Si, 4.0712, 9.5174, 37.3761
Si, 6.8123, 1.3744, 37.4124
Si, 9.5354, 4.0739, 37.3843
Si, 6.8286, 6.791, 37.3605
Si, 9.549, 9.5203, 37.3867
Si, 0.0626, 2.7275, 6.8984
Si, 2.7557, 0.0204, 6.9624
Si, -0.0179, 8.1599, 6.9531
Si, 2.7806, 5.4709, 6.9098
Si, 5.4956, 2.7786, 6.9479
Si, 8.2127, 0.0442, 6.9351
Si, 5.4846, 8.1937, 6.8939
Si, 8.1865, 5.4513, 6.9394
Si, 1.4157, 4.1102, 8.2455
Si, 4.1316, 1.4433, 8.297
Si, 1.3168, 9.5699, 8.2644
Si, 4.1509, 6.8408, 8.2582
Si, 6.8586, 4.0999, 8.3312
Si, 9.582, 1.4183, 8.2943
Si, 6.8061, 9.6001, 8.2635
Si, 9.5079, 6.8139, 8.3318
Si, 0.029, 0.0819, 9.6907
Si, 2.7816, 2.8185, 9.6548
Si, 0.034, 5.4078, 9.6213
Si, 2.7292, 8.2219, 9.5138
Si, 5.5203, 0.1416, 9.6697
Si, 8.2486, 2.7644, 9.6995
Si, 5.5188, 5.5011, 9.6548
Si, 8.1423, 8.2642, 9.6251
Si, 1.417, 1.4896, 11.0196
Si, 4.1718, 4.1622, 11.0297
Si, 1.4197, 6.8221, 10.8436
Si, 3.9615, 9.7169, 10.8189
Si, 6.9587, 1.4266, 11.1428
Si, 9.6081, 4.0876, 11.1003
Si, 6.8077, 6.9356, 11.0009
Si, 9.4679, 9.6304, 11.0079
Si, 0.0499, 2.6142, 12.5449
Si, 2.7569, 0.1674, 12.3973
Si, 0.097, 8.2746, 12.0941
Si, 2.7526, 5.5413, 12.3054
Si, 5.6034, 2.892, 12.4188
Si, 8.2184, -0.0382, 12.6538
Si, 5.217, 8.3233, 12.0965
Si, 8.3746, 5.7321, 12.3191
Si, 1.2449, 4.3767, 13.6387
Si, 4.4875, 1.2221, 13.663
Si, 1.3198, 9.5579, 13.5624
Si, 3.5694, 7.3871, 13.5283
Si, 7.0483, 4.4154, 13.6112
Si, 10.0087, 0.7738, 14.112
Si, 6.3967, 9.6142, 13.5882
Si, 10.053, 6.866, 13.6777
Si, -1.981, 3.1956, 15.6395
Si, 2.7417, 2.6061, 15.8745
Si, 5.9842, 7.0074, 15.1956
Si, 5.9988, 1.0312, 22.6105
Si, 0.2564, 1.61, 16.7174
Si, 0.9456, 8.5353, 18.5347
Si, -2.4437, 3.6657, 20.6604
Si, 6.4711, 7.9303, 20.1266
Si, 0.5446, 4.3674, 16.397
Si, 3.7268, -5.1318, 23.2272
Si, -1.8951, 9.2987, 18.7166
Si, 10.3387, 9.0074, 15.9621
Si, -3.6204, 3.8432, 18.182
Si, 1.2415, -1.6652, 28.5402
Si, 0.7791, 17.7519, 23.4822
Si, 8.7308, -7.5451, 24.982
Si, 2.2479, 5.8531, 18.2805
Si, 9.6191, 1.0219, 26.5363
Si, -5.6021, 6.3632, 17.962
Si, -5.0487, 2.7515, 20.2674
Si, 1.7421, 1.0193, 27.6662
Si, 1.1726, 0.4987, 19.2057
Si, 4.2403, -4.199, 26.2221
Si, 2.1816, 9.1289, 23.7374
Si, 2.9879, 0.6289, 24.9812
Si, 5.3349, -1.506, 25.5293
Si, -1.2755, 11.5645, 20.7911
Si, 6.3399, 5.0976, 28.0027
Si, 6.8662, 0.2154, 27.3328
Si, -1.7293, 5.3234, 23.0165
Si, 6.5145, -5.3449, 21.8158
Si, -2.1001, 5.3743, 29.1649
Si, 4.9831, -1.6276, 22.6438
Si, -2.0976, 0.7104, 23.651
Si, 6.0627, 2.9755, 26.273
Si, 1.5746, 7.4588, 26.1666
Si, 3.0434, 3.065, 18.9109
Si, 15.1781, 2.9679, 24.0281
O, -1.2704, 1.3705, 30.1368
O, 0.0555, -0.9286, 29.3783
O, -2.1063, -8.5522, 23.7101
O, 2.2064, 1.9977, 28.8814
O, -4.7888, 3.5211, 27.7804
O, -0.4757, 5.4055, 29.2004
O, -1.4435, 2.6106, 26.2414
O, 4.0341, 6.7326, 30.3045
O, 6.062, 0.1481, 28.7559
O, 6.9964, -1.7889, 30.1098
O, 8.3498, 3.839, 29.6552
O, 13.3583, 1.4022, 26.3001
O, 1.7317, 9.8565, 19.1058
O, 6.0301, 5.3743, 29.5396
O, 8.4825, 6.7769, 29.9526
O, 0.2804, 5.6874, 13.951
O, 1.7136, 1.3403, 16.0309
O, 3.9345, 2.0956, 14.9313
O, 2.4025, 8.413, 14.1136
O, 4.4059, 6.9735, 14.8536
O, 6.5359, -8.3336, 18.8227
O, 6.5496, 5.5444, 14.7217
O, 6.149, 5.0168, 18.1802
O, 11.2791, 3.0899, 17.4134
O, 5.4579, 10.8594, 14.1931
O, 6.7238, 8.3654, 14.6446
O, 9.8358, 7.6907, 15.1036
N, -1.0718, 1.7092, 15.6076
O, -10.753, 0.5867, 17.9412
O, 5.2519, -3.5062, 19.2191
O, -3.2918, -2.2915, 19.1509
O, 1.8105, -3.6394, 18.9958
O, -0.5604, 8.4676, 19.1625
O, 3.3936, 3.0348, 17.31
O, 1.0708, 5.6604, 17.1712
N, 1.7489, 3.8867, 15.2368
O, 7.1421, 6.6325, 20.7966
O, -2.8011, 3.2949, 14.2569
O, 0.747, 8.632, 16.9067
O, 6.0581, 7.1309, 16.7849
O, -1.724, 9.4467, 17.0571
N, 0.0331, -0.6959, 14.7061
O, 8.5447, 4.2107, 19.1213
N, 6.7431, 3.9745, 21.0924
O, 9.389, 4.4339, 21.6869
O, -3.1157, 3.3519, 16.7541
O, -0.9702, 4.468, 15.811
O, 2.282, 4.4923, 19.1898
O, 3.7312, 6.0136, 17.6397
O, -6.1624, 8.1976, 26.4188
O, -1.9375, 10.6402, 19.6366
O, -8.6, 1.6624, 19.1817
O, 0.6498, -4.2302, 25.1076
O, 2.4114, -2.4204, 25.2002
O, -4.2463, -1.0678, 26.3864
O, 2.1277, 8.2652, 29.4603
O, 4.2801, 3.0741, 19.9647
O, 1.906, -0.2237, 24.13
O, 7.2213, 3.6975, 25.4074
O, 3.6252, 4.152, 23.2217
O, -7.4434, 8.7613, 22.762
O, 6.3021, 1.4035, 26.3944
O, 5.3366, 5.8247, 27.0054
O, 0.1558, 0.9186, 27.2979
O, 0.74, -2.5885, 27.2901
O, -5.2211, 13.299, 23.3563
O, -3.6533, 0.3154, 23.3874
O, -2.9677, 5.5035, 27.7922
O, 7.5589, 5.6699, 23.0741
O, -1.3827, -6.2441, 24.4436
O, -1.3575, 0.1578, 22.3304
O, 2.7321, -4.3572, 26.831
O, 4.982, 6.0066, 22.186
O, 4.6584, 3.3309, 25.5604
O, -2.0023, 2.1177, 20.686
O, 4.7994, -0.0286, 22.6369
O, -6.6095, -0.2802, 25.3815
O, 13.0684, -4.6628, 22.9335
O, 4.2291, -4.6131, 24.6628
O, 0.875, 8.4503, 23.107
O, 3.2338, 12.6838, 23.9374
O, 9.4355, 0.2458, 25.0822
O, 5.721, -2.044, 24.0378
O, 23.9767, 10.3957, 28.0293
O, 5.8148, 8.8313, 21.319
O, 8.4629, 0.4496, 27.5315
O, -4.7415, 1.3666, 21.0422
O, -10.564, 0.7537, 20.5365
O, -0.6143, 6.4591, 22.8223
O, 1.4099, 4.0451, 30.1932
H, 2.2493, 0.5247, 38.2977
H, 0.6098, 2.1724, 38.2977
H, 4.978, 3.2864, 38.3037
H, 3.3274, 4.9229, 38.3037
H, 0.5284, 7.6227, 38.3445
H, 2.2043, 6.0122, 38.3445
H, 3.2702, 10.3595, 38.3086
H, 4.9194, 8.723, 38.3086
H, 6.0173, 2.2222, 38.3448
H, 7.6549, 0.574, 38.3448
H, 10.3751, 3.2704, 38.3168
H, 8.7222, 4.9043, 38.3168
H, 7.6559, 5.9748, 38.2929
H, 6.0245, 7.6302, 38.2929
H, 8.7476, 10.3621, 38.3191
H, 10.3561, 8.6841, 38.3191
H, -0.7771, 3.5309, 5.9659
H, 0.8785, 1.8998, 5.9659
H, 1.9322, 0.8404, 6.03
H, 3.5567, -0.8217, 6.03
H, -0.8251, 8.9961, 6.0207
H, 0.8108, 7.3451, 6.0207
H, 1.9335, 6.2665, 5.9774
H, 3.6016, 4.6482, 5.9774
H, 6.2906, 1.9308, 6.0155
H, 4.666, 3.5924, 6.0155
H, 7.37, 0.8446, 6.0027
H, 9.014, -0.7976, 6.0027
H, 6.2887, 7.3545, 5.9614
H, 4.6363, 8.9881, 5.9614
H, 8.9997, 4.621, 6.0069
H, 7.3592, 6.2676, 6.0069

Results
free energy: -136803.739 eV
free energy less fixed offsets of H -15.71, N -386.36, O -570.45, Si -639.56 eV per atom: 4.161 eV

Forces (eV/angstrom), in the order of the atoms: element, x, y, z
Si, 0.001, -0.0077, -0.0214
Si, -0.0153, -0.0092, -0.0215
Si, -0.0255, -0.0025, -0.0145
Si, -0.0112, 0.0004, -0.0192
Si, 0.0121, 0.0066, -0.021
Si, 0.0009, 0.0169, -0.0127
Si, 0.0149, -0.0009, -0.0242
Si, 0.0013, -0.0105, -0.0214
Si, -0.0116, 0.0004, -0.0112
Si, -0.0093, 0.0107, -0.0129
Si, 0.0094, -0.0055, -0.0148
Si, 0.0016, -0.0108, -0.0153
Si, 0.0119, -0.0028, -0.0149
Si, 0.0067, -0.0066, -0.0146
Si, -0.0088, 0.0036, -0.0127
Si, -0.013, 0.0047, -0.0087
Si, -0.0092, 0.0251, 0.0035
Si, 0.0036, -0.0013, 0.0142
Si, -0.005, -0.0069, 0.0109
Si, 0.0009, 0.0025, 0.01
Si, 0.0052, -0.005, 0.0049
Si, -0.0027, -0.0079, 0.0071
Si, 0.0156, -0.0118, 0.0101
Si, 0.0117, 0.0025, 0.0116
Si, -0.0267, -0.011, 0.012
Si, -0.0047, 0.0042, 0.0262
Si, -0.0092, 0.0015, 0.0276
Si, -0.006, -0.0054, 0.0145
Si, -0.0148, 0.003, 0.0272
Si, -0.0093, -0.0027, 0.0116
Si, 0.0185, 0.0119, 0.01
Si, -0.0145, -0.0129, 0.0162
Si, -0.0369, 0.0239, 0.1802
Si, -0.0048, 0.0113, 0.1782
Si, 0.0241, -0.0162, 0.1747
Si, 0.046, -0.0232, 0.2044
Si, 0.0114, -0.0221, 0.183
Si, 0.0397, -0.0166, 0.1921
Si, 0.021, -0.0079, 0.1701
Si, -0.0117, 0.0001, 0.1712
Si, 0.0752, -0.0823, 0.2617
Si, 0.0368, -0.1546, 0.3067
Si, 0.0001, -0.091, 0.3652
Si, 0.1226, -0.062, 0.2239
Si, -0.0231, -0.0843, 0.3984
Si, 0.0015, -0.0896, 0.2748
Si, 0.016, -0.0044, 0.2003
Si, 0.1983, -0.0685, 0.2976
Si, -0.0165, 0.0778, -0.3015
Si, -0.0503, 0.1605, -0.209
Si, -0.023, 0.157, -0.376
Si, -0.0524, 0.0473, -0.3492
Si, -0.135, -0.0697, -0.3743
Si, -0.1023, 0.1156, -0.2756
Si, -0.0208, 0.1134, -0.3353
Si, -0.0168, 0.0163, -0.1991
Si, -0.0013, 0.0023, -0.1867
Si, -0.0096, -0.011, -0.1655
Si, -0.0113, 0.0015, -0.1721
Si, -0.0207, 0.0055, -0.1823
Si, 0.0144, 0.0054, -0.1721
Si, -0.0313, 0.0112, -0.2019
Si, -0.0413, 0.0506, -0.1861
Si, -0.0028, -0.0038, -0.1662
Si, 0.0169, -0.0059, -0.0209
Si, 0.0119, 0.0083, -0.0177
Si, 0.0196, 0.0105, -0.0151
Si, 0.0121, 0.0066, -0.0029
Si, -0.0002, -0.0039, -0.0149
Si, 0.0005, -0.0064, -0.0171
Si, -0.0107, -0.0008, -0.0266
Si, 0.0092, -0.0024, -0.02
Si, 0.0036, 0.0046, -0.0042
Si, -0.0184, -0.0006, -0.0085
Si, 0.0056, 0.0032, -0.0112
Si, 0.0077, -0.012, 0.0026
Si, -0.0107, -0.0038, -0.0107
Si, -0.0093, 0.0081, -0.0007
Si, -0.0033, 0.0038, -0.0059
Si, 0.0034, -0.0016, -0.0074
Si, 0.0036, 0.0017, 0.0092
Si, 0.0063, -0.0021, 0.0204
Si, 0.0079, 0.0038, 0.0152
Si, 0.0021, 0.0048, 0.0179
Si, 0.0091, 0.0037, 0.0195
Si, -0.0061, 0.0024, 0.0186
Si, -0.0062, 0.0043, 0.0178
Si, -0.0001, -0.0059, 0.0166
Si, -0.0034, 0.009, -0.0363
Si, -0.0002, -0.0014, -0.032
Si, 0.0131, -0.007, -0.0256
Si, 0.0009, -0.007, -0.0361
Si, -0.0047, -0.0032, -0.033
Si, -0.0176, 0.0001, -0.0476
Si, -0.0036, -0.0045, -0.0289
Si, -0.0011, -0.0028, -0.0432
Si, 0.0077, -0.0058, -0.0626
Si, 0.001, -0.0011, -0.0663
Si, -0.0059, 0.0047, -0.0847
Si, 0.0013, 0.0045, -0.0658
Si, -0.0087, 0.0131, -0.0651
Si, -0.0024, -0.003, -0.0634
Si, -0.0055, -0.0036, -0.0696
Si, 0.0051, -0.0056, -0.0753
Si, 0.0029, -0.009, -0.0567
Si, 0.0102, 0.0002, -0.0649
Si, 0.0184, -0.0087, -0.0707
Si, 0.0019, -0.0004, -0.0807
Si, 0.0034, 0.0043, -0.0789
Si, -0.0022, -0.0026, -0.0615
Si, -0.0033, -0.0031, -0.0537
Si, 0.0085, 0.0075, -0.0596
Si, -0.0102, -0.0025, -0.0531
Si, -0.0089, 0.0081, -0.0598
Si, 0.0015, 0.004, -0.0692
Si, -0.0156, 0.0142, -0.0644
Si, -0.0051, -0.01, -0.0755
Si, 0.0024, 0.0006, -0.059
Si, -0.0062, 0.0065, -0.0599
Si, 0.0026, -0.0048, -0.0469
Si, 0.0053, -0.0057, -0.0584
Si, -0.0052, -0.0017, -0.0606
Si, 0.0124, -0.0031, -0.0725
Si, -0.0118, -0.0081, -0.0612
Si, 0.0084, 0.0024, -0.0681
Si, -0.0126, -0.0035, -0.055
Si, 0.0103, -0.0048, -0.0563
Si, -0.0114, -0.0034, -0.0389
Si, 0.0119, 0.0005, -0.0631
Si, -0.0014, -0.0047, -0.0682
Si, -0.0031, 0.0053, -0.0579
Si, 0.005, -0.0074, -0.0655
Si, -0.0125, 0.0055, -0.0727
Si, 0.006, 0.0046, -0.0509
O, 0.0012, -0.0091, 0.0178
O, -0.0135, 0.0148, 0.0301
O, 0.0013, 0.0077, 0.0284
O, 0.0106, 0.0217, 0.0605
O, 0.0036, 0.0116, 0.0344
O, 0.0136, -0.001, 0.0292
O, 0.0045, -0.0109, 0.0294
O, -0.003, 0.0012, 0.0147
O, -0.0189, -0.0092, 0.0644
O, -0.0017, 0.0054, 0.0127
O, 0, -0.0179, 0.011
O, -0.0098, 0.005, 0.0417
O, 0.003, 0.0066, 0.0241
O, -0.0141, 0.0001, 0.0463
O, 0.0031, 0.0112, 0.0212
O, -0.004, -0.0028, 0.021
O, -0.0038, -0.0018, 0.0247
O, -0.0157, 0.0122, 0.0393
O, 0.0013, 0.003, 0.0116
O, 0.0093, -0.0063, 0.0391
O, -0.0071, -0.0045, 0.0348
O, -0.0057, 0.0128, 0.0215
O, 0.0039, -0.0075, 0.0293
O, 0.0008, -0.0008, 0.0236
O, -0.0004, 0.0023, 0.01
O, 0.0038, -0.0076, 0.03
O, -0.0009, 0.0118, 0.0336
N, 0.0035, 0.0083, 0.038
O, 0.0088, -0.0077, 0.041
O, 0.0094, 0.0172, 0.0364
O, -0.0174, -0.005, 0.0328
O, 0.0017, 0.0063, 0.021
O, -0.01, 0.0016, 0.0191
O, 0.0077, 0.006, 0.0496
O, 0.0098, 0.0121, 0.0283
N, 0.0007, -0.0047, 0.0404
O, -0.0018, -0.0102, 0.0277
O, 0.0154, -0.0082, 0.0325
O, 0.0089, -0.0034, 0.0381
O, -0.0079, -0.0073, 0.0442
O, -0.0124, 0.002, 0.0481
N, -0.0029, 0.0035, 0.0278
O, 0.0046, -0.0017, 0.0417
N, -0.0005, 0.0131, 0.0329
O, 0.0066, 0.0135, 0.0373
O, -0.0189, 0.0099, 0.0498
O, 0.0022, 0.003, 0.0203
O, 0.0044, -0.0045, 0.0228
O, 0.0012, 0.0012, 0.0164
O, 0.0006, -0.0036, 0.0252
O, -0.0001, 0.0169, 0.0351
O, 0.0009, -0.0031, 0.0261
O, 0.003, 0.0043, 0.0326
O, -0.0027, -0.0097, 0.0397
O, 0.0079, 0.0096, 0.033
O, 0.0154, -0.0068, 0.037
O, 0.0237, -0.0028, 0.0332
O, 0.0027, 0.0081, 0.0236
O, -0.0129, -0.0017, 0.0219
O, -0.0003, -0.0058, 0.028
O, -0.0107, 0.0022, 0.0269
O, 0.004, -0.0112, 0.0239
O, 0.014, -0.0096, 0.0313
O, 0.0173, -0.0004, 0.0322
O, -0.0023, 0.0165, 0.0426
O, -0.0122, 0.0079, 0.0305
O, 0.0036, -0.0018, 0.0221
O, 0.0086, 0.0041, 0.0227
O, 0.0104, 0.0031, 0.0301
O, 0.0016, -0.0109, 0.0326
O, -0.0075, -0.0001, 0.052
O, -0.0009, -0.0004, 0.0175
O, -0.0204, 0.0028, 0.0289
O, 0.008, 0.0031, 0.031
O, -0.0014, 0.0011, 0.0225
O, -0.0054, -0.0011, 0.0188
O, 0.0025, 0.0001, 0.0229
O, 0.0005, 0.0031, 0.02
O, 0.0042, 0.0076, 0.0456
O, 0.006, 0.002, 0.0196
O, -0.0049, -0.0078, 0.0259
O, 0.0092, 0.0008, 0.0468
O, 0.0028, 0.0022, 0.0426
O, -0.0016, -0.0049, 0.0286
O, -0.0188, 0.0147, 0.046
O, -0.0067, -0.0039, 0.024
O, 0.0032, -0.0176, 0.0375
O, -0.0178, 0.0017, 0.0318
O, 0.0104, 0.0057, 0.0186
O, 0.0182, 0.0118, 0.008
H, -0.427, 0.3526, -0.2045
H, 0.2383, -0.228, -0.3178
H, -0.2829, 0.426, -0.2258
H, 0.1995, -0.269, -0.3222
H, 0.2934, -0.3653, -0.259
H, -0.2536, 0.2534, -0.2495
H, 0.2712, -0.4619, -0.2462
H, -0.2832, 0.2317, -0.2601
H, 0.3321, -0.3412, -0.2428
H, -0.3606, 0.1868, -0.2485
H, -0.3247, 0.1904, -0.2515
H, 0.3046, -0.33, -0.2589
H, -0.3453, 0.29, -0.2709
H, 0.1691, -0.3404, -0.2885
H, 0.2992, -0.2154, -0.3226
H, -0.3811, 0.3094, -0.227
H, 0.3089, -0.2205, 0.2536
H, -0.3518, 0.3049, 0.2526
H, 0.4227, -0.2564, 0.2438
H, -0.268, 0.2997, 0.3297
H, 0.2108, -0.4568, 0.2237
H, -0.2486, 0.2456, 0.3159
H, 0.3336, -0.1884, 0.252
H, -0.3273, 0.3253, 0.248
H, -0.2417, 0.3111, 0.2824
H, 0.4222, -0.2303, 0.2588
H, 0.3681, -0.2172, 0.2345
H, -0.2627, 0.3515, 0.2826
H, -0.1851, 0.3909, 0.2741
H, 0.3138, -0.3056, 0.2289
H, -0.2098, 0.3075, 0.3067
H, 0.2618, -0.3378, 0.2851

The program warned: the cutoff lies below the one the program advises for these potential files; the forces do not sum to zero within the program's tolerance; empty levels may hold ghost states of the PAW files; the exchange-correlation potential is rough where the density is thin.
